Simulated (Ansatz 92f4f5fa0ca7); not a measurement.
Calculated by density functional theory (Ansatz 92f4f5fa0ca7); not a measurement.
Periodic cell of 234 atoms, Si134O100, from a study of silicon, its oxide and their interface. The atomic structure is a simulated model.

Settings: functional r2SCAN; potential files Ansatz norm-conserving; basis plane waves; wave-function cutoff 1300 eV; density cutoff ratio 4; exchange-correlation grid ratio 1; k mesh 2 x 2 x 1, shifted by 0.5 0.5 0.5 of a step; self-consistency stop 5e-08 eV per atom in the density residual; occupations Fermi-Dirac, 0.05 eV; spin none; net charge 0.

Cell vectors (angstrom)
a  11.5403  0  0
b  0  15.3871  0
c  -3.9902  0.0528  22.993

Atoms: element, x, y, z (angstrom)
Si  0.7967  0.2266  0.4955
Si  0.6328  4.6954  0.3838
Si  0.4028  7.814  0.5537
Si  0.9993  12.5153  0.6537
Si  4.9241  0.6372  0.8606
Si  4.3738  5.2032  0.3467
Si  4.2183  8.2886  0.7069
Si  4.5366  12.9895  0.9567
Si  8.4859  0.2995  1.1184
Si  8.0649  4.6965  0.4299
Si  8.3263  7.8156  0.5383
Si  8.2541  12.6843  0.6571
Si  2.739  0.8545  1.8367
Si  2.5272  4.6075  1.7956
Si  2.3134  8.3648  1.9935
Si  2.6437  12.5341  2.2765
Si  6.5818  0.6273  2.422
Si  6.2389  4.6263  1.8811
Si  6.3275  8.4339  1.801
Si  6.477  12.3883  2.1351
Si  10.5509  0.5129  2.0867
Si  10.1623  4.3538  1.6959
Si  10.131  8.0813  2.0314
Si  10.3672  12.1126  1.7196
Si  2.617  2.7147  3.2622
Si  2.4395  6.4084  3.311
Si  2.5445  10.3764  3.2749
Si  2.6715  14.4702  3.4709
Si  6.4242  2.7109  3.4044
Si  6.2931  6.504  3.271
Si  6.4137  10.325  3.2382
Si  6.5093  14.1193  3.6688
Si  10.3276  2.5533  3.2537
Si  10.1701  6.1819  3.3109
Si  10.2456  10.2079  3.1546
Si  10.422  13.9736  3.3499
Si  0.6759  2.657  4.6673
Si  0.5566  6.3005  4.6971
Si  0.6055  10.3091  4.5601
Si  0.7382  14.2431  4.7599
Si  4.5024  2.6976  4.7553
Si  4.378  6.448  4.6789
Si  4.4844  10.3021  4.6148
Si  4.5295  14.2679  4.8725
Si  8.4142  2.6066  4.702
Si  8.233  6.3417  4.6432
Si  8.3449  10.3025  4.5859
Si  8.5349  14.0989  4.7864
Si  0.6759  0.7816  6.1417
Si  0.6042  4.4659  6.1694
Si  0.596  8.3413  5.8564
Si  0.7525  12.2368  5.93
Si  4.5593  0.7947  6.1933
Si  4.4577  4.5854  6.165
Si  4.4138  8.3753  6.0007
Si  4.4922  12.2448  6.0078
Si  8.4829  0.6533  6.1048
Si  8.3222  4.495  6.1187
Si  8.2684  8.3377  5.8951
Si  8.4054  12.1831  6.0743
Si  2.6074  0.8758  7.5592
Si  2.5203  4.4674  7.5344
Si  2.4447  8.4028  7.3303
Si  2.5977  12.3192  7.3603
Si  6.555  0.6093  7.4825
Si  6.4279  4.5671  7.5075
Si  6.3827  8.3497  7.3416
Si  6.4001  12.2788  7.3561
Si  10.3322  0.6741  7.5915
Si  10.2081  4.5225  7.5472
Si  10.2184  8.3097  7.1908
Si  10.4261  12.2205  7.2957
Si  2.5524  2.7241  9.1695
Si  2.3843  6.4326  8.7059
Si  2.4802  10.4063  8.6315
Si  2.7125  14.2533  8.7345
Si  6.408  2.5634  8.7213
Si  6.4767  6.5112  8.9317
Si  6.326  10.3474  8.5853
Si  6.5766  14.043  8.9432
Si  10.2423  2.6271  8.9822
Si  10.196  6.5715  8.7415
Si  10.2569  10.2386  8.4222
Si  10.5259  13.9627  8.8782
Si  0.493  2.2655  10.471
Si  0.5228  6.8351  10.1415
Si  0.5276  10.0083  9.8273
Si  1.0213  14.4599  10.3572
Si  4.6837  2.2743  10.2736
Si  4.32  6.831  9.8719
Si  4.391  10.0431  9.8904
Si  4.5536  14.4975  10.2095
Si  8.2013  2.4468  10.1877
Si  8.5052  7.2702  10.3045
Si  8.3374  10.291  9.6632
Si  8.6179  13.3115  10.106
Si  3.3628  10.3765  12.8262
Si  5.629  4.7683  14.8439
Si  0.9901  2.2408  15.6194
Si  9.7176  3.1983  15.7526
Si  3.39  3.5814  16.5729
Si  2.9532  0.7974  17.1975
Si  8.7974  0.0852  12.0517
Si  7.6513  11.3938  14.3682
Si  8.8409  1.7027  18.3368
Si  9.7384  6.2281  15.6107
Si  0.4405  9.8936  12.6857
Si  -0.219  1.7676  19.9609
Si  10.5004  7.0833  12.6149
Si  5.1442  10.7485  19.3175
Si  7.9212  -1.0074  17.2428
Si  10.6359  10.8468  15.1705
Si  5.2126  6.4014  12.5243
Si  5.267  7.8423  18.8778
Si  6.5252  3.8797  12.2503
Si  10.2203  12.2929  17.6203
Si  10.765  10.9653  22.1545
Si  8.7146  2.3947  21.2597
Si  0.6578  4.6887  20.2172
Si  6.1643  8.9644  21.3706
Si  10.8704  1.9705  13.2227
Si  2.9531  13.3946  12.5978
Si  7.3137  14.3514  14.2929
Si  4.2894  -1.2135  15.1963
Si  3.1286  12.544  20.7867
Si  0.4701  11.4225  19.5303
Si  2.4073  15.5556  20.087
Si  10.8978  9.6076  17.7412
Si  3.1899  2.1632  22.1495
Si  5.8717  12.3407  16.8018
Si  5.8151  9.0946  13.8646
Si  2.7144  5.973  18.5753
Si  6.9153  7.2757  16.2029
Si  11.4596  6.7469  18.1379
O  4.742  14.4865  0.2022
O  9.2601  11.4205  22.6416
O  0.8498  3.7673  -0.9938
O  0.903  14.0335  -0.0682
O  6.1392  10.3957  20.5669
O  -0.5109  9.5435  16.1062
O  11.6445  10.8987  13.9233
O  -0.1008  12.6842  18.6412
O  5.6967  1.7308  -0.1927
O  0.3489  4.6219  21.8061
O  1.4601  1.0125  16.5769
O  4.3455  6.8232  -0.0577
O  3.7544  9.4368  -0.3896
O  0.7099  10.1998  18.461
O  7.6926  12.0196  -0.7622
O  6.8395  10.3002  13.4831
O  7.5165  8.8393  22.2633
O  8.4236  -1.1074  0.2513
O  4.4273  1.5534  22.9998
O  7.5556  3.7116  -0.8331
O  8.7963  8.8172  -0.7028
O  -0.7139  10.9753  20.5442
O  9.1149  10.7606  14.6187
O  2.8128  14.1385  20.7753
O  0.597  1.6185  14.1783
O  0.8468  0.6717  10.7032
O  6.4729  5.7822  15.7727
O  0.1306  6.3421  11.7086
O  5.7861  7.9081  12.7533
O  5.7352  -0.8906  14.5559
O  4.2148  13.6063  11.5738
O  4.3257  9.743  13.9895
O  5.2156  3.1009  11.6303
O  10.9572  6.2603  16.6793
O  6.4275  5.4784  11.9425
O  3.5904  2.264  17.5034
O  4.3979  8.4378  10.0498
O  4.2376  10.5221  11.4614
O  1.584  13.8041  11.7928
O  8.2344  0.8985  10.766
O  4.6768  5.7145  13.9019
O  9.0862  6.839  11.8175
O  7.9882  0.3464  18.1065
O  8.4706  11.6957  10.5508
O  8.3633  8.9151  10.582
O  8.9898  13.9575  11.5578
O  7.6982  15.4973  13.235
O  4.5931  16.075  10.7559
O  2.8701  11.8753  13.1454
O  2.84  15.3309  18.5463
O  -0.3593  5.6636  19.3426
O  1.5373  6.9863  18.0607
O  3.2199  1.4476  20.6843
O  2.0185  9.4524  12.784
O  9.7229  2.6234  14.2129
O  10.6493  8.1471  18.3992
O  0.2664  10.7497  11.301
O  6.4572  -1.6634  17.4337
O  11.4686  2.8396  11.9571
O  2.23  3.2831  15.4681
O  9.172  4.7126  15.6644
O  3.1847  -1.1907  14.0078
O  10.9494  8.6443  12.7835
O  10.2106  0.6423  12.5861
O  11.2672  3.0502  16.2517
O  8.5474  7.2638  16.07
O  10.7687  12.2114  16.0764
O  2.1636  5.2504  19.9262
O  6.2802  8.4416  15.2732
O  6.9117  11.6359  15.7859
O  0.8161  15.9262  20.1949
O  7.6787  12.8696  13.6922
O  7.9041  3.3566  11.5651
O  10.3155  6.5078  14.1242
O  8.7846  2.5015  16.9085
O  8.2309  2.4437  19.6782
O  3.9029  -0.0144  16.1933
O  4.0246  6.3356  11.4391
O  2.9915  4.8705  17.4337
O  6.3491  7.5942  17.6877
O  8.1679  -0.753  15.6579
O  -1.2249  2.0192  21.2226
O  4.7757  3.8217  15.806
O  5.8486  11.2446  17.9654
O  1.7968  11.7515  20.3409
O  4.5007  9.2999  18.8695
O  4.203  12.0093  19.6892
O  4.473  12.757  16.0399
O  9.0443  -2.03  17.7984
O  -3.5086  1.2085  22.1524
O  10.3986  1.3608  18.6752
O  4.1027  6.7315  18.8359
O  0.7586  8.4479  10.3039
O  0.3177  12.0488  22.6714
O  0.5772  6.29  -0.1143
O  8.2  6.2766  -0.1224
O  6.5288  3.791  13.8882
O  9.7265  10.7508  17.9864
O  6.1243  7.7628  20.2574
O  0.5583  3.1642  19.6473

Results
free energy: -62191.821 eV
free energy less fixed offsets of O -463.61, Si -117.95 eV per atom: -25.521 eV
pressure: -1.82 GPa
stress xx, yy, zz, yz, xz, xy (GPa, positive in tension): 1.29, 2.08, 2.1, 0.17, 0.06, -0.4

Forces (eV/angstrom), in the order of the atoms: element, x, y, z
Si  -0.1957  -0.0542  -0.5191
Si  -0.1017  0.1219  -0.4605
Si  -0.1358  0.1369  -0.4681
Si  0.2985  0.0296  -0.4502
Si  0.4331  -0.2676  -0.8471
Si  -0.0147  -0.0522  -0.5001
Si  -0.2842  0.0116  -0.5422
Si  0.1969  -0.0312  -1.074
Si  0.271  0.2463  -0.8667
Si  -0.0725  0.3146  -0.1352
Si  -0.0347  0.0687  -0.4849
Si  -0.0211  0.1409  -0.9649
Si  -0.0807  -0.25  -0.2597
Si  0.1363  0.0772  -0.2466
Si  -0.0377  -0.1326  -0.1631
Si  0.0302  -0.1201  -0.1996
Si  0.1098  -0.0766  -0.0448
Si  -0.0709  -0.1145  -0.3111
Si  0.1943  -0.1784  -0.1464
Si  -0.2763  0.0645  -0.1256
Si  -0.0703  -0.0214  -0.2507
Si  -0.066  0.0749  -0.2948
Si  0.1526  0.0803  -0.1648
Si  0.0436  0.1395  -0.1345
Si  -0.0237  0.1846  0.0313
Si  -0.0541  0.115  0.0901
Si  0.01  -0.1045  -0.1299
Si  0.0113  0.0595  0.0931
Si  0.03  0.344  -0.0405
Si  -0.0142  -0.0096  0.101
Si  0.0175  -0.0358  -0.023
Si  0.0329  0.121  0.3035
Si  -0.0055  0.0288  -0.0127
Si  0.0117  -0.2724  0.1207
Si  -0.0507  0.0208  -0.1519
Si  -0.0134  -0.1327  -0.0323
Si  -0.1335  -0.0337  0.0287
Si  0.0314  0.0166  -0.1181
Si  0.1386  0.0484  0.0729
Si  -0.0396  0.0436  0.0809
Si  0.1416  -0.1955  -0.0277
Si  0.048  0.0154  -0.0785
Si  -0.0446  -0.0655  0.193
Si  -0.1754  -0.0539  -0.0787
Si  -0.0114  0.0373  0.083
Si  0.0258  0.0746  -0.0413
Si  0.0543  0.0166  0.1036
Si  -0.0581  0.0068  -0.0061
Si  0.0111  -0.0436  0.1193
Si  0.0052  0.0865  -0.0693
Si  0.0358  0.0117  0.1875
Si  -0.0486  -0.0075  0.0072
Si  0.0027  0.0286  0.1896
Si  -0.0024  0.0877  -0.1069
Si  0.0833  -0.016  0.1841
Si  -0.0609  -0.0099  -0.0458
Si  -0.0829  0.0649  0.0475
Si  0.0466  -0.0118  -0.0595
Si  0.0484  -0.0884  0.0757
Si  0.042  0.0593  -0.0218
Si  -0.0383  0.0388  -0.0508
Si  0.0195  -0.0953  0.0292
Si  -0.0646  -0.0429  -0.2063
Si  0.0077  -0.0781  0.0757
Si  -0.0079  -0.1711  -0.0572
Si  0.0235  0.0704  0.136
Si  -0.1299  -0.2218  -0.0725
Si  0.104  0.1704  -0.0615
Si  -0.0589  -0.0547  0.1463
Si  0.0283  0.0194  0.0865
Si  0.084  -0.0327  -0.4224
Si  0.0694  0.2254  -0.0914
Si  0.0977  -0.1445  0.2387
Si  -0.0062  0.2363  0.2179
Si  -0.0532  -0.0483  0.0542
Si  0.0111  -0.0408  0.2431
Si  0.1091  0.0775  0.144
Si  0.1738  0.2551  0.2255
Si  -0.1733  -0.163  0.0862
Si  -0.09  0.0631  0.2855
Si  -0.2948  -0.0919  0.0051
Si  -0.0159  0.0643  0.3759
Si  0.2152  -0.061  0.0872
Si  0.1109  0.2024  0.309
Si  0.0363  0.0051  0.3598
Si  -0.1812  0.121  0.5403
Si  -0.0648  -0.039  1.0767
Si  0.1468  -0.0986  0.1456
Si  0.1059  -0.0879  0.6077
Si  -0.0476  0.1276  0.6036
Si  -0.1628  -0.2309  0.9422
Si  0.0377  0.0515  0.4461
Si  0.0075  -0.0414  0.6152
Si  -0.0221  0.167  0.4996
Si  0.0106  0.2969  1.0103
Si  -0.0865  -0.5927  0.396
Si  0.0002  -0.1949  0.4293
Si  -0.0534  0.0567  0.4697
Si  0.0747  -0.0566  0.145
Si  -0.1013  0.1558  0.3161
Si  0.1492  0.0999  -0.0266
Si  0.0472  -0.2074  0.0405
Si  -0.2084  0.0265  0.1995
Si  0.0612  -0.1249  0.1654
Si  0.0486  -0.2415  -0.3559
Si  -0.0746  0.0017  0.3654
Si  0.1617  0.3148  0.3881
Si  0.0536  -0.2483  -0.5154
Si  0.1229  -0.0503  0.2672
Si  -0.0754  -0.0117  -0.4821
Si  0.1104  -0.0582  0.1469
Si  -0.0464  0.1095  0.0987
Si  -0.0677  0.1857  0.4511
Si  -0.0879  0.0347  -0.2885
Si  0.1179  -0.2115  0.1487
Si  0.0327  0.2014  -0.0451
Si  0.1971  -0.007  -0.2321
Si  0.0816  0.0093  -0.1833
Si  0.0756  0.1993  -0.3742
Si  0.0518  -0.0135  -0.4686
Si  0.0761  0.0569  0.4319
Si  -0.1358  -0.0252  0.4126
Si  0.0049  -0.2152  0.3122
Si  0.0423  -0.0547  0.2839
Si  -0.0601  -0.0759  -0.4471
Si  0.0127  0.0844  -0.5283
Si  -0.0879  -0.3138  -0.4456
Si  0.0277  -0.2243  0.0025
Si  0.0641  -0.107  -0.1651
Si  -0.0974  -0.1719  0.0635
Si  0.0722  0.1698  0.4095
Si  0.1187  0.1405  -0.1919
Si  0.0038  0.1234  0.1396
Si  -0.1288  0.2485  -0.0691
O  -0.0808  0.0701  0.9014
O  -0.1819  0.249  0.182
O  -0.0335  0.0154  0.4607
O  -0.0554  0.1012  0.7279
O  -0.0988  -0.2708  0.2178
O  -0.1585  0.3285  0.1609
O  0.0161  -0.2958  -0.309
O  -0.0885  -0.4593  0.1143
O  -0.2669  -0.2547  0.0908
O  0.0595  0.0926  0.4746
O  0.1488  0.3483  -0.0993
O  0.0567  -0.2899  0.6475
O  0.0476  0.0781  0.1828
O  -0.3636  0.2367  0.1353
O  0.2044  0.2675  0.5803
O  -0.1082  -0.1168  -0.0095
O  0.097  -0.2769  0.3457
O  -0.1246  -0.1834  0.7574
O  -0.3583  -0.0678  0.0091
O  0.0218  -0.0231  0.3845
O  0.0087  -0.346  0.3079
O  0.0406  0.0516  0.4363
O  -0.0153  0.1108  0.0204
O  -0.0378  0.0044  0.0982
O  -0.314  0.1923  -0.1307
O  -0.3111  0.0309  -0.1011
O  -0.0981  -0.0519  -0.2646
O  0.0919  0.2412  -0.7272
O  -0.0849  -0.3078  -0.1151
O  0.1472  -0.116  -0.0587
O  0.0602  0.3177  -0.4234
O  -0.0283  0.0771  -0.5316
O  -0.0228  -0.0544  -0.4443
O  -0.0857  0.0266  0.0825
O  -0.1514  -0.0082  0.0457
O  -0.2841  0.0037  -0.2117
O  0.0406  -0.1401  -0.1221
O  0.0255  -0.0935  -0.5305
O  -0.1961  0.1786  -0.4738
O  0.1377  0.2772  0.0293
O  0.3935  -0.0282  -0.2468
O  -0.1181  0.1692  -0.5989
O  0.1385  0.1367  -0.0204
O  -0.0277  0.4094  -0.7799
O  0.0243  -0.4543  -0.5677
O  -0.1563  0.2186  -0.1074
O  0.2831  -0.0274  -0.3514
O  0.007  -0.1048  -0.5544
O  0.1076  0.0759  -0.3146
O  -0.1525  0.2737  0.3166
O  0.3295  -0.122  0.0743
O  -0.1573  -0.3168  0.2053
O  -0.1428  0.1987  0.5308
O  -0.0522  0.1481  -0.1825
O  0.3082  -0.0675  -0.2033
O  0.261  -0.0573  -0.1608
O  0.0898  -0.3539  -0.5761
O  0.1338  -0.0921  -0.1864
O  0.222  -0.3958  -0.5409
O  -0.072  -0.2295  0.2908
O  0.229  -0.0317  -0.0829
O  0.0768  -0.1778  -0.4826
O  -0.0122  -0.1736  -0.1528
O  -0.1432  0.0422  -0.0943
O  -0.078  -0.1443  -0.278
O  0.0271  -0.2359  -0.1584
O  -0.1659  -0.3493  0.1594
O  -0.2388  -0.0633  -0.0315
O  -0.0047  -0.1286  -0.2832
O  -0.0079  0.16  -0.2243
O  0.197  0.1623  0.1449
O  -0.0936  0.2427  0.1298
O  -0.0236  -0.19  -0.4835
O  -0.0018  0.1255  -0.4552
O  0.2342  -0.0228  0.0358
O  0.2006  -0.0682  0.4002
O  -0.0689  -0.0349  -0.0885
O  0.3219  0.0716  -0.6323
O  -0.0834  -0.0793  0.0819
O  -0.1168  0.0115  0.0273
O  -0.2557  -0.0742  -0.1923
O  -0.1481  0.1232  0.0502
O  -0.0193  0.1186  -0.148
O  -0.1076  0.0769  0.1321
O  -0.0322  0.1133  0.1925
O  0.3327  0.0175  0.2626
O  -0.0594  -0.0557  0.3447
O  0.2225  0.2919  -0.1268
O  -0.045  0.0212  -0.1464
O  0.2189  -0.0763  0.2781
O  -0.1099  0.2281  0.3202
O  -0.0211  0.0307  0.0787
O  -0.136  0.0772  -0.2217
O  -0.1183  -0.0914  0.1737
O  -0.0023  0.0957  0.6478
O  -0.013  0.0265  0.6125
O  -0.1149  0.1523  -0.5003
O  0.4184  0.0504  -0.1197
O  -0.1421  0.3799  0.3715
O  -0.0905  0.0008  0.2836
